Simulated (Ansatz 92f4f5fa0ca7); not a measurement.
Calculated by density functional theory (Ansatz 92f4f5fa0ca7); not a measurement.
Periodic cell of 351 atoms, Si241O110, from a study of silicon, its oxide and their interface. The atomic structure is a simulated model.
Doubt: the cutoff is far below the 930 eV that the study's wrapper takes by default for these files, so forces and energies are approximate.
This geometry differs little from another in the collection (a relaxation step or a small displacement).

Settings
functional: PBE
potential files: Ansatz PAW
basis: plane waves
wave-function cutoff: 580 eV
density cutoff ratio: 5
exchange-correlation grid ratio: 1
k mesh: 1 x 1 x 1, Gamma-centred
self-consistency stop: 5e-08 eV per atom in the density residual
occupations: fixed
spin: none
net charge: 0

Cell vectors (angstrom)
a	11.6015	0	0
b	0	13.3963	0
c	0	0	40.2723

Atoms and the computed forces on them: element, x, y, z (angstrom), force x, y, z (eV/angstrom)
Si	0	2.2327	1.1851	-0.0003	-0.0526	-0.0081
Si	3.8672	2.2327	1.1851	-0.0005	-0.0683	0.039
Si	7.7343	2.2327	1.1851	0.0154	-0.0216	0.0014
Si	1.9336	5.5818	1.1851	-0.0056	-0.036	-0.0016
Si	5.8008	5.5818	1.1851	0.0149	-0.014	0.0095
Si	9.6679	5.5818	1.1851	0.0079	-0.0277	-0.0374
Si	0	8.9308	1.1851	-0.0119	0.0171	0.0407
Si	3.8672	8.9308	1.1851	-0.032	0.0112	0.0133
Si	7.7343	8.9308	1.1851	-0.0002	0.0093	-0.0051
Si	1.9336	12.2799	1.1851	-0.0132	0.0198	-0.0244
Si	5.8008	12.2799	1.1851	0.0054	0.0194	-0.0074
Si	9.6679	12.2799	1.1851	0.0069	0.0648	0.0467
Si	1.9336	1.1164	1.9745	-0.024	-0.0005	0.015
Si	5.8008	1.1164	1.9745	-0.0171	0.0274	0.0044
Si	9.6679	1.1164	1.9745	0.0054	-0.0164	0.0278
Si	0	4.4654	1.9745	-0.0497	0.0514	-0.008
Si	3.8672	4.4654	1.9745	-0.0251	0.102	-0.0244
Si	7.7343	4.4654	1.9745	0.0403	0.0417	-0.0078
Si	1.9336	7.8145	1.9745	0.119	0.0167	-0.0136
Si	5.8008	7.8145	1.9745	0.0704	-0.0324	-0.0369
Si	9.6679	7.8145	1.9745	-0.0516	0.0105	-0.0224
Si	0	11.1635	1.9745	0.1419	0.0229	-0.0152
Si	3.8672	11.1635	1.9745	0.0186	-0.0224	-0.0248
Si	7.7343	11.1635	1.9745	-0.1246	-0.0002	-0.0227
Si	1.9336	1.1164	4.3426	-0.0926	-0.0112	-0.1026
Si	5.8008	1.1164	4.3426	-0.0415	0.0939	0.0665
Si	9.6679	1.1164	4.3426	0.0233	0.0022	-0.2573
Si	0	4.4654	4.3426	-0.1535	0.08	-0.2193
Si	3.8672	4.4654	4.3426	-0.0091	0.199	0.2031
Si	7.7343	4.4654	4.3426	0.1476	0.1116	-0.1302
Si	1.9336	7.8145	4.3426	0.2564	0.1184	0.1399
Si	5.8008	7.8145	4.3426	0.1934	-0.0449	0.1965
Si	9.6679	7.8145	4.3426	-0.1476	0.0428	-0.1719
Si	0	11.1635	4.3426	0.3612	0.1421	-0.0929
Si	3.8672	11.1635	4.3426	0.0173	-0.0897	0.0656
Si	7.7343	11.1635	4.3426	-0.2936	0.0382	-0.016
Si	0	0	35.9317	0.0367	-0.195	-0.6362
Si	3.8672	0	35.9317	0.0286	-0.2116	-0.5882
Si	7.7343	0	35.9317	-0.0002	-0.095	-0.3931
Si	1.9336	3.3491	35.9317	0.0106	-0.1975	0.3371
Si	5.8008	3.3491	35.9317	-0.0424	-0.29	0.222
Si	9.6679	3.3491	35.9317	0.1511	-0.271	0.257
Si	0	6.6981	35.9317	0.2614	-0.0454	0.3259
Si	3.8672	6.6981	35.9317	-0.1436	-0.1329	0.2028
Si	7.7343	6.6981	35.9317	0.006	-0.0671	0.1994
Si	1.9336	10.0472	35.9317	-0.0781	0.1956	-0.2179
Si	5.8008	10.0472	35.9317	-0.3122	0.3944	0.0499
Si	9.6679	10.0472	35.9317	0.1829	0.2867	0.0529
Si	0	0	38.2999	0.0113	-0.0618	0.0391
Si	3.8672	0	38.2999	0.0281	-0.0934	0.0211
Si	7.7343	0	38.2999	-0.0038	-0.0025	0.0235
Si	1.9336	3.3491	38.2999	-0.0059	-0.0849	-0.0048
Si	5.8008	3.3491	38.2999	-0.0147	-0.1125	-0.0004
Si	9.6679	3.3491	38.2999	0.0617	-0.1174	-0.0008
Si	0	6.6981	38.2999	0.0964	-0.0378	-0.0001
Si	3.8672	6.6981	38.2999	-0.0625	-0.0806	0.0114
Si	7.7343	6.6981	38.2999	0.0071	-0.0456	0.0147
Si	1.9336	10.0472	38.2999	-0.0293	0.0962	0.016
Si	5.8008	10.0472	38.2999	-0.1192	0.1778	0.0106
Si	9.6679	10.0472	38.2999	0.0651	0.1379	0.0009
Si	0	2.2327	39.0893	0.0009	0.0737	0.0202
Si	3.8672	2.2327	39.0893	-0.0062	0.0816	-0.0132
Si	7.7343	2.2327	39.0893	-0.0081	0.0389	0.0009
Si	1.9336	5.5818	39.0893	-0.0067	0.0293	0.0562
Si	5.8008	5.5818	39.0893	-0.0078	0.0169	-0.0067
Si	9.6679	5.5818	39.0893	0.0022	0.0286	-0.004
Si	0	8.9308	39.0893	0.006	-0.0176	-0.0143
Si	3.8672	8.9308	39.0893	0.0426	-0.0049	-0.0431
Si	7.7343	8.9308	39.0893	-0.0039	-0.0079	-0.0833
Si	1.9336	12.2799	39.0893	0.0233	-0.0251	-0.0101
Si	5.8008	12.2799	39.0893	-0.0165	-0.0362	0.0299
Si	9.6679	12.2799	39.0893	-0.0061	-0.0701	-0.0013
Si	-4.9701	5.4215	27.1021	0.1165	0.0116	0.0728
Si	9.0111	-5.5718	20.072	-0.0075	0.0173	0.0441
Si	6.1659	-6.3108	19.9912	0.0336	0.0443	0.0451
Si	-1.6128	0.7537	19.7525	-0.0592	-0.03	0.0617
Si	4.0784	2.6504	29.3872	0.0146	-0.0862	-0.051
Si	9.7581	-1.1536	28.7313	0.0766	-0.0176	-0.0084
Si	-5.608	4.0771	28.9878	-0.0137	-0.0125	-0.0012
Si	9.1397	12.8251	22.2679	-0.0106	-0.013	-0.0091
Si	5.9516	6.0392	30.2258	0.0067	0.0203	-0.0019
Si	3.9078	8.7284	31.7721	0.0241	-0.0411	-0.0526
Si	9.6739	5.5504	32.2898	-0.0065	-0.0117	0.0142
Si	11.7129	7.247	29.7339	-0.0026	-0.0477	0.0553
Si	0.9485	0.0019	29.4023	0.0493	0.0326	0.0492
Si	0.1496	2.4327	29.5784	-0.0104	0.0386	0.0167
Si	5.0472	0.2673	20.236	-0.0001	0.0361	0.0574
Si	2.0263	3.7558	28.9311	0.0038	0.0236	0.0141
Si	6.8977	9.0609	28.4572	-0.0263	-0.1521	0.0132
Si	11.6384	8.6845	31.8267	0.0163	-0.0375	-0.0523
Si	5.1698	4.3776	25.6343	0.0707	0.0594	0.0318
Si	4.8495	10.2719	15.3646	0.0776	-0.0448	-0.0496
Si	8.0886	10.0378	22.171	-0.0018	-0.0208	-0.0391
Si	2.0917	5.9484	29.8578	0.001	-0.0109	0.012
Si	3.9306	15.591	31.8187	0.0153	0.0088	-0.0571
Si	10.0559	10.8054	24.2416	0.0443	0.0154	-0.0949
Si	0.0197	2.2818	31.9535	-0.0165	0.0007	0.0244
Si	5.7751	-1.5976	29.6616	0.0642	0.0085	0.1441
Si	7.7667	2.1962	31.8876	0.0059	0.008	-0.0101
Si	1.9991	5.5517	32.1505	-0.009	0.0051	-0.0089
Si	5.8244	5.5542	32.4299	-0.0117	0.0077	0.0342
Si	9.7352	3.8045	28.8347	0.0065	0.0251	0.0029
Si	-1.852	5.9378	30.0337	-0.0001	-0.0058	0.0145
Si	2.2403	4.319	26.692	-0.0134	-0.0122	0.0989
Si	7.7767	8.6804	32.0819	0.0046	0.0162	-0.0127
Si	1.7789	12.3924	31.6705	0.002	0.0403	0.0017
Si	5.7796	12.1614	31.9588	-0.0244	-0.0265	0.0575
Si	9.5636	12.1516	31.9252	-0.0407	0.0168	-0.0191
Si	1.9554	1.1176	32.7042	0.0205	0.043	-0.0116
Si	5.8277	1.0492	32.6745	0.0065	-0.0079	-0.0076
Si	9.6955	1.0522	32.683	-0.0062	0.001	0.0069
Si	0.0373	4.4409	32.8591	-0.0035	-0.0076	0.0166
Si	3.8829	4.3486	32.8441	-0.0041	0.0124	-0.0028
Si	7.7619	4.3544	32.9041	-0.0177	-0.0021	0.0089
Si	1.9893	7.7867	32.8217	0.0094	-0.018	-0.0074
Si	5.7776	7.8182	32.9569	0.0173	0.0051	0.0271
Si	9.7441	7.7805	32.9506	-0.0182	-0.0132	0.0047
Si	-0.0186	11.0572	32.534	0.0006	-0.0259	0.0204
Si	3.744	11.09	32.4935	-0.0223	-0.0162	-0.0008
Si	7.6875	11.001	32.7523	-0.0045	-0.0376	0.0476
Si	1.9446	1.1204	35.1062	-0.0021	0.0119	0.0047
Si	5.8033	1.1108	35.0882	0.0052	-0.0062	0.0095
Si	9.6692	1.1092	35.0924	0.0019	-0.0155	0.0249
Si	0.0079	4.4595	35.1938	-0.0024	0.0095	-0.0031
Si	3.8635	4.4416	35.1832	-0.0005	-0.0086	-0.0054
Si	7.7407	4.4442	35.2198	0.0076	-0.0188	-0.0116
Si	1.9415	7.8297	35.17	-0.0003	0.0102	0.0116
Si	5.7904	7.836	35.2545	-0.005	0.0286	0.0153
Si	9.6836	7.8254	35.2489	0.0178	0.0029	0.0084
Si	0.0027	11.1369	35.0261	-0.012	-0.0065	0.0135
Si	3.8335	11.1415	35.0098	-0.0105	-0.0095	-0.003
Si	7.73	11.1346	35.128	0.0027	-0.0052	0.0182
Si	-0.0078	0.0074	5.1274	-0.0242	-0.0102	-0.0045
Si	3.859	-0.0008	5.1204	-0.0043	-0.0057	-0.0009
Si	7.7372	0.0068	5.1114	0.0145	-0.0083	-0.0007
Si	1.9139	3.3533	5.0989	-0.0105	0.0039	-0.0113
Si	5.81	3.3705	5.1158	0.0029	0.0159	-0.009
Si	9.6681	3.3405	5.1104	-0.0083	-0.0468	0.006
Si	-0.0026	6.7214	5.083	0.0127	0.0082	-0.0067
Si	3.8924	6.716	5.1904	-0.0023	-0.0049	-0.0094
Si	7.7592	6.6867	5.1786	0.0261	-0.022	-0.0193
Si	1.9475	10.0464	5.1761	-0.0122	-0.0075	-0.0012
Si	5.7874	10.0283	5.1747	-0.0018	-0.0143	-0.0107
Si	9.6755	10.0754	5.0476	0.0076	0.0266	-0.0105
Si	-0.0259	0.0481	7.4932	0.0133	0.0119	0.0121
Si	3.835	0.0499	7.4766	-0.0072	0.0019	-0.0056
Si	7.7188	0.0668	7.4633	-0.0142	0.0075	0.0413
Si	1.8627	3.4365	7.4396	-0.0095	0.0067	0.0054
Si	5.8213	3.4708	7.4701	0.0143	-0.007	-0.0042
Si	9.6994	3.3368	7.4667	-0.0131	0.0383	-0.0313
Si	0.0637	6.8392	7.4107	-0.0005	0.0022	-0.0328
Si	4.0265	6.7926	7.6109	0.0245	0.0032	0.0561
Si	7.9278	6.6936	7.5803	0.0047	-0.0151	0.0786
Si	2.0109	10.0864	7.5867	-0.0234	0.022	0.0157
Si	5.7867	10.0215	7.5807	-0.0005	0.0071	0
Si	9.7028	10.2117	7.3602	0.0163	0.0047	-0.044
Si	-0.0057	2.2445	8.3611	-0.0235	-0.0259	0.0225
Si	3.8385	2.3561	8.0624	0.0224	0.0385	0.0109
Si	7.7069	2.3017	8.2504	0.0061	0.0043	0.0177
Si	-2.1866	5.9697	11.845	-0.0949	0.2923	0.3237
Si	11.4213	2.4827	10.7864	-0.0126	-0.0345	-0.0337
Si	11.0631	9.3067	10.5353	-0.004	-0.0219	0.056
Si	-0.0237	9.1016	8.2314	-0.0026	-0.0142	-0.0746
Si	3.8657	8.9634	8.6427	-0.048	0.0449	0.0025
Si	7.8693	8.9995	8.1281	-0.0354	-0.0206	0.026
Si	1.8853	12.3448	8.2929	0.0061	-0.0137	-0.0167
Si	5.6996	12.3129	10.4912	0.0294	0.0117	-0.0262
Si	7.6273	15.691	10.6069	-0.0243	-0.038	-0.0594
Si	-4.0812	7.6306	11.5275	0.3967	-0.2471	-0.0222
Si	-1.3722	-3.916	17.761	-0.01	0.0339	0.0799
Si	2.469	-1.4263	16.1935	-0.0384	-0.064	0.0741
Si	1.9976	5.7176	8.1029	0.0344	-0.0227	-0.0175
Si	5.9864	5.6523	8.4392	-0.025	0.0258	0.0544
Si	13.1877	1.2242	17.5426	-0.0712	0.0566	-0.0358
Si	4.7396	7.6854	13.7906	-0.1317	0.1345	-0.0366
Si	6.0686	5.7218	10.8877	-0.0002	-0.1444	-0.1248
Si	4.2849	5.7267	18.0286	-0.0148	0.0298	0.0599
Si	3.6875	11.5363	11.4977	-0.0132	0.0897	0.0882
Si	2.5921	9.4551	21.3791	-0.0297	-0.0004	0.0035
Si	9.4683	14.7113	11.6631	0.029	-0.019	0.0424
Si	7.6689	-2.1445	11.3602	0	0.0095	-0.023
Si	8.4584	1.941	13.825	-0.0523	0.1174	-0.0949
Si	9.6278	-1.0008	8.3402	-0.0005	0.0102	-0.0214
Si	3.4132	9.0762	11.2666	0.0587	-0.0633	0.0412
Si	5.7914	-1.0941	8.181	-0.0101	-0.0033	-0.03
Si	11.3876	-1.9119	11.5622	-0.026	0.0225	0.1596
Si	5.5662	14.6078	11.1842	0.0259	0.0166	0.0004
Si	3.784	4.8054	11.1502	0.0145	-0.0033	-0.0716
Si	9.5193	12.5607	10.759	-0.0162	0.0303	-0.0292
Si	0.8985	4.6005	14.8082	-0.0555	0.1189	-0.0667
Si	3.7959	15.9196	10.3393	-0.0221	-0.0215	0.0201
Si	13.3461	12.5517	10.647	-0.0126	0.0723	-0.0535
O	-10.4776	-6.4321	23.9743	-0.0197	0.0062	0.0473
O	-3.0473	9.1248	20.9226	0.0193	0.0045	0.0073
O	13.0572	4.8914	16.3035	0.0208	-0.0309	0.0092
O	14.0439	26.951	16.6123	-0.0149	0.0437	-0.0171
O	4.4471	-3.3464	25.9514	0.0069	0.0185	-0.0132
O	-12.9447	-1.0769	15.8171	0.0028	0.0092	-0.0126
O	15.7607	-4.1343	21.6972	0.0003	0.0077	0.0042
O	9.0763	23.1651	23.4493	0.0131	0.0222	0.0699
O	7.0287	8.5889	12.8605	0.0388	0.0071	0.0035
O	31.1538	3.4778	13.427	-0.0134	-0.0497	-0.0433
O	-22.0014	11.7023	15.2064	0.0041	0.008	0.0042
O	-7.2509	-12.05	14.3618	0.0408	-0.0031	0.1285
O	-4.8149	-12.6178	26.7177	-0.0092	0.0156	-0.0326
O	14.9509	0.5999	23.0534	-0.0135	0.0057	0.0117
O	15.8683	-14.7212	29.0533	-0.0465	-0.0055	-0.0437
O	11.9405	4.2605	18.5825	0.0191	-0.0026	-0.0619
O	2.0737	-0.0945	28.2121	0.0553	0.0265	-0.0079
O	-1.6599	32.4552	22.9613	-0.0037	-0.0253	0.013
O	-13.7241	1.8707	15.1356	-0.0501	0.0157	-0.0065
O	-7.7347	-15.2383	15.4846	0.0231	-0.0079	-0.0691
O	-1.2286	17.7706	20.6993	-0.0153	-0.0199	-0.0024
O	11.9632	21.4448	26.313	-0.011	0.008	-0.0297
O	15.5735	12.6719	26.4866	0.0172	0.0632	0.0523
O	12.9962	-7.7169	26.3051	-0.0131	0.0142	-0.0162
Si	-4.891	0.4803	17.6367	0.0508	-0.0337	0.1067
Si	7.5421	0.6774	28.1731	-0.1445	0.1005	0.1077
Si	8.1216	2.2409	23.2245	-0.0469	-0.022	-0.0082
Si	15.2821	13.1952	28.0209	-0.0179	0.0544	0.0051
Si	3.5581	4.9553	13.4266	0.046	-0.0493	-0.1585
Si	-2.4924	5.1765	26.9047	-0.0342	-0.0541	-0.0245
Si	-0.392	-6.4605	13.1222	-0.1537	-0.0924	-0.0255
Si	19.3684	-10.7557	29.5112	-0.006	0.052	0.0034
Si	-3.6132	-10.6335	19.0097	-0.0283	0.0038	0.1008
Si	11.1163	1.8136	15.2697	0.0485	-0.0235	0.071
Si	-7.6449	0.7262	12.8986	-0.0523	-0.0257	-0.053
Si	4.0735	-6.0922	29.5831	0.014	0.0091	0.0541
Si	15.4132	-1.9504	25.405	-0.0277	-0.075	-0.0786
Si	9.4037	-1.052	17.2276	-0.0315	-0.0459	0.097
Si	6.7875	20.2871	15.1781	0.1543	-0.055	0.0682
Si	5.7257	-11.7066	15.2179	-0.0031	-0.0867	-0.0048
Si	1.3416	-2.1957	23.6817	0.0245	0.0335	-0.0145
Si	36.8118	-11.9617	11.4408	0.0009	0.0149	0.0161
Si	13.0669	-19.6592	25.5517	0.0858	0.0245	-0.0159
Si	13.2601	5.8151	10.3827	-0.0364	0.0332	-0.0225
Si	11.0136	18.2718	10.4414	-0.0852	0.0725	-0.2657
Si	17.9508	1.5684	25.369	0.006	0.0362	-0.025
Si	1.1635	7.854	11.4866	-0.0614	-0.0578	-0.0161
Si	9.9365	32.313	8.3239	0.2029	-0.2102	-0.0956
Si	-4.2381	-3.2555	13.4341	0.0042	0.0752	0.0636
Si	16.3699	-0.1968	23.1957	-0.0331	-0.0105	-0.0293
Si	-2.2754	10.4342	27.3332	0.0091	0.0035	0.0692
Si	9.4271	-4.7982	14.8868	0.1154	-0.0009	-0.033
Si	1.7267	-6.6562	22.48	-0.0045	-0.004	-0.0381
Si	8.5672	9.2912	10.3224	-0.0339	0.0654	0.0194
Si	5.3937	-5.0841	17.519	-0.0448	0.0124	0.0959
Si	5.6322	4.1015	15.5805	0.0002	-0.0275	0.062
Si	-0.1691	-1.0234	14.6453	-0.0261	-0.0484	-0.0904
Si	1.7579	14.0113	22.6724	0.0461	-0.04	0.0066
Si	-13.057	4.373	23.9466	-0.0508	-0.0085	0.0017
Si	3.9683	18.1511	22.8447	-0.0214	-0.0248	-0.0023
Si	-6.1815	7.523	27.5057	-0.071	-0.0308	-0.0161
Si	10.9568	-5.6167	27.5797	0.0489	-0.0188	0.083
Si	7.8589	7.4964	29.9748	0.0181	0.0024	-0.005
Si	1.9398	0.1262	19.6206	0.1122	-0.0748	0.1837
Si	24.6505	-2.7343	18.7912	-0.0192	-0.0385	0.0546
Si	-10.1494	16.6162	24.1047	0.0238	0.004	-0.0227
Si	10.6971	16.9631	19.3368	0.0139	0.0418	0.05
Si	16.9821	8.5802	22.5113	-0.0113	-0.0042	0.0299
Si	1.7447	4.2329	17.7603	-0.0628	-0.0149	0.0393
Si	22.3222	19.1228	21.5233	0.0239	0.0346	-0.0091
Si	-3.7959	17.6341	11.9151	-0.0419	-0.0178	0.1317
Si	-18.7766	-4.9593	25.5824	0.0164	-0.0185	0.0414
Si	5.9489	16.5614	21.1002	0.0181	-0.0436	0.0166
O	15.7154	7.2603	17.4304	0.0233	-0.0209	-0.0304
O	0.1234	-25.2569	16.78	0.0223	0.0214	-0.0741
O	2.893	7.8857	25.6428	-0.0759	-0.0113	-0.0346
O	-1.4924	-0.1306	18.39	0.0236	0.0199	-0.0444
O	-5.7609	-4.9607	19.0938	-0.008	-0.0168	-0.0521
O	-26.9222	12.8986	17.0592	-0.0167	0.0232	-0.0245
O	26.7954	19.9066	13.9733	0.0087	0.0225	-0.0081
O	6.8114	32.0395	15.3549	0.0326	0.0745	0.0181
O	10.5988	-5.0998	13.7986	-0.0355	0.0996	0.0966
O	22.9839	-0.9826	28.8096	-0.107	-0.0169	-0.0012
O	-3.3102	14.1358	22.6582	-0.0083	0.0079	-0.0046
O	28.5472	-0.4743	21.6809	-0.0088	0.0058	-0.01
O	10.2604	7.082	20.7816	0.0015	-0.016	-0.0014
O	20.7129	13.589	28.0212	0.1156	-0.0405	-0.0373
O	21.8569	9.217	27.8887	-0.109	0.0154	-0.1173
O	7.2403	2.0401	17.7669	-0.0011	0.0192	-0.0499
O	19.9625	20.7393	14.8839	-0.0244	-0.063	0.0277
O	12.5929	-0.6715	23.2758	0.0091	-0.0118	-0.0052
O	16.6003	-5.2245	24.0524	-0.0033	0.0183	0.0013
O	-9.4814	17.6835	13.7909	-0.0672	0.0241	0.0787
O	-7.0368	-14.998	23.9931	0.0011	0.002	0.0328
O	-13.3562	20.0486	27.0752	-0.0323	-0.0002	-0.0254
O	54.1758	6.7765	19.8938	-0.0279	-0.008	-0.0167
O	6.9013	-10.4751	22.3921	-0.0003	0.0054	0.0093
O	-13.6782	-5.0751	18.6297	-0.0123	-0.0148	-0.0343
O	11.6475	0.5808	14.3175	0.0217	0.0255	-0.0357
O	1.5685	14.1937	21.0669	0.0008	-0.0033	-0.0569
O	6.1237	-13.5034	19.0536	0.0021	-0.0117	-0.0556
O	21.0554	18.0357	25.3871	-0.0371	0.0241	0.0571
O	39.5995	4.2215	21.5484	-0.0218	0.0071	0.0015
O	-18.18	18.2947	24.0822	0.0064	-0.0027	0.0301
O	16.7374	1.8659	20.549	-0.0056	0.0027	-0.0047
O	5.2662	16.1336	25.6905	-0.0059	-0.0522	-0.0052
O	23.2017	-3.0443	24.0052	-0.0425	-0.0239	0.0302
O	10.2611	-17.9133	16.2535	-0.018	-0.0092	-0.0003
O	-13.961	12.0795	30.2793	-0.0063	0.0219	0.0381
O	-2.2915	-2.5718	17.7924	-0.0118	0.0053	-0.0438
O	21.7951	13.2192	21.0729	-0.001	0.015	-0.0315
O	-3.8249	9.8935	27.3349	0.0268	-0.0183	-0.0875
O	-3.4263	11.6138	21.7371	0.0101	0.0017	0.0122
O	15.8988	28.0701	28.404	0.0108	0.1239	0.0686
O	6.7965	12.8137	28.9013	0.0319	-0.0103	-0.0722
O	16.9012	5.8702	19.314	-0.0023	-0.0045	-0.0221
O	-0.465	-1.8078	13.243	0.0638	0.0115	-0.0829
O	-16.6254	9.671	22.6003	0.0021	0.0162	0.0052
O	-17.4398	-12.7441	24.1594	0.0186	0.0044	0.0234
O	-3.8819	-11.1605	24.8023	0.01	0.0079	-0.0086
O	-0.5353	1.9934	19.6591	0.0098	-0.0084	-0.0161
O	11.7062	9.8427	18.3635	0.0009	-0.0029	-0.0225
O	18.1787	-5.8077	16.6588	-0.016	0.0043	-0.1096
O	23.1821	-10.128	14.7343	0.0186	-0.0475	0.012
O	13.6863	37.4252	22.3616	0	-0.0011	0.0287
O	35.9226	12.0913	19.5238	-0.0058	0.0466	-0.0352
O	4.5009	21.5708	12.1801	-0.1474	0.0125	0.0438
O	17.757	10.6567	14.438	-0.138	-0.0897	0.0779
O	-17.6345	14.0515	16.4972	-0.0175	-0.0021	-0.0478
O	32.9067	10.8601	25.8125	-0.0068	-0.0098	0.0363
O	20.1371	1.5015	19.9226	-0.0063	0.0021	-0.0375
O	-6.8628	4.1608	14.2092	-0.1241	0.0879	-0.0269
O	3.8289	-0.9472	12.9337	-0.0058	-0.0514	-0.0297
O	0.7408	19.126	21.6816	-0.0067	-0.0002	0.007
O	38.9614	8.977	14.6363	0.0163	0.1218	0.1013
O	9.2873	3.6082	18.4785	-0.0077	-0.0172	-0.0241
O	17.4444	20.6975	21.5848	-0.0073	-0.0076	-0.0018
O	11.745	4.1667	24.0838	-0.0052	0.0209	-0.0067
O	0.0799	-7.4814	14.3236	0.1339	-0.1124	0.0893
O	-22.1865	15.2264	23.4324	-0.0091	-0.0077	0.0034
O	30.1489	3.6578	19.8888	0.0195	-0.011	-0.0343
O	21.4715	-1.0897	23.6232	-0.0099	-0.0225	0.0233
O	25.5758	-16.9938	19.8097	0.0033	0.0122	-0.0336
O	26.4645	19.5785	22.491	0.0028	-0.0108	0.0083
O	-8.7629	-8.2382	18.5379	0.0033	0.0028	-0.0554
O	5.1747	-3.5915	16.9123	-0.0001	0.0116	-0.1218
O	-6.7758	-8.7639	16.9299	0.0222	-0.0072	-0.0147
O	37.5388	-9.623	23.2641	-0.0318	0.011	-0.0102
O	13.3189	-5.2649	21.6696	-0.0049	-0.0171	0.0244
O	15.3958	-8.6239	26.439	-0.0008	-0.0119	-0.0082
O	7.066	14.6115	14.3488	0.025	0.0032	-0.0008
O	25.4458	-15.6173	25.0416	-0.0107	0.0048	0.0117
O	-21.3355	-10.3202	25.6801	-0.0214	-0.0245	-0.026
O	3.5743	-0.1437	19.6658	-0.0447	0.016	-0.032
O	13.9288	-2.4238	17.4695	0.0323	0.0083	-0.062
O	-2.9324	23.3709	14.4224	-0.0962	-0.0014	-0.0192
O	-2.0931	-23.7176	23.1871	0.0077	0.0081	0.0086
O	48.7242	2.6998	17.6189	0.011	0.0028	-0.0225
O	-17.0448	-3.1728	29.3863	-0.0385	-0.0003	0.0235

Results
free energy: -215752.170 eV
free energy less fixed offsets of O -568.88, Si -635.61 eV per atom: 6.640 eV

The program warned: the cutoff lies below the one the program advises for these potential files; the exchange-correlation potential is rough where the density is thin.
